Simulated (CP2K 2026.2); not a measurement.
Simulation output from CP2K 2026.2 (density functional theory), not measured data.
Periodic cell of 504 atoms, Si360O144, from a study of silicon, its oxide and their interface. The atomic structure is a simulated model.
Doubt: the forces sum to 3.74 eV/angstrom along one axis rather than to zero, so they err by at least 0.0074 eV/angstrom per atom on average; the grid cutoff is modest.

Settings
functional: PBE
method: Gaussian and plane waves
basis set: DZVP-MOLOPT-SR-GTH
pseudopotentials: GTH-PBE
grid cutoff: 300 Ry, relative cutoff 40 Ry
k points: Gamma only
occupations: fixed
spin: none
net charge: 0

Cell vectors (angstrom)
a	16.32	0	0
b	0	16.32	0
c	-7.9706	-1.0023	33.4269

Atoms and the computed forces on them: element, x, y, z (angstrom), force x, y, z (eV/angstrom)
Si	1.238	-1.106	0.287	0.03	-0.112	0.739
Si	3.791	1.67	0.222	0.019	-0.043	0.782
Si	1.595	3.858	0.029	-0.121	0.132	0.745
Si	4.51	6.606	0.024	-0.264	0.02	0.664
Si	1.191	-6.563	-0.028	0.005	-0.302	0.716
Si	4.039	-4.425	-0.09	0.079	0.299	0.661
Si	7.036	-1.452	0.048	-0.314	0.087	0.776
Si	9.927	1.128	0.166	-0.218	-0.009	0.728
Si	6.585	4.285	0.105	0.086	-0.118	0.765
Si	9.633	6.415	-0.01	-0.144	0.334	0.609
Si	6.498	9.859	-0.23	0.224	-0.2	0.71
Si	-7.097	-3.687	0.139	0.035	-0.154	0.82
Si	-4.3	-1.17	0.124	0.094	-0.1	0.753
Si	-1.165	0.899	0.099	-0.091	0.374	0.687
Si	-4.279	4.343	0.134	0.17	-0.279	0.709
Si	-1.789	6.824	0.046	0.311	-0.03	0.7
Si	-3.863	-7.166	0.134	0.017	0.132	0.826
Si	-0.959	-4.266	-0.004	-0.247	0.011	0.695
Si	2.692	0.121	1.574	0.009	0.012	-0.028
Si	5.403	2.793	1.456	0.009	0.021	-0.049
Si	2.796	5.467	1.268	0.038	0.017	-0.06
Si	5.601	8.201	1.299	0.011	0.055	-0.032
Si	2.693	-5.521	1.456	-0.048	-0.008	-0.028
Si	5.294	-2.692	1.124	-0.011	-0.023	-0.058
Si	8.216	0.045	1.4	0.029	0	-0.032
Si	-5.3	2.687	1.47	0.027	0.012	-0.011
Si	8.156	5.377	1.455	-0.023	0.007	-0.033
Si	-5.551	8.08	1.322	-0.03	-0.037	-0.052
Si	8.058	-5.39	1.23	-0.025	-0.003	-0.065
Si	-5.475	-2.674	1.458	0.019	0.004	-0.049
Si	-2.717	-0.102	1.493	-0.05	-0.003	-0.052
Si	-0.065	2.699	1.267	-0.007	-0.029	-0.074
Si	-2.835	5.459	1.581	-0.007	-0.008	-0.01
Si	-0.03	8.073	1.13	-0.031	-0.002	-0.064
Si	-2.647	-5.457	1.244	0	0.006	-0.054
Si	0.097	-2.777	1.461	-0.009	-0.002	-0.048
Si	1.262	1.452	2.818	-0.037	0.042	0.048
Si	4.066	4.166	2.784	-0.007	0.008	0.04
Si	1.364	6.802	2.583	-0.007	0.015	-0.02
Si	4.124	9.438	2.701	0.008	-0.018	0.01
Si	1.427	-4.105	2.824	0.02	-0.011	0.022
Si	4.097	-1.365	2.695	-0.001	-0.004	0.002
Si	6.808	1.387	2.723	-0.011	0	-0.006
Si	9.541	4.007	2.774	-0.005	0.001	0.014
Si	6.883	6.863	2.753	-0.013	-0.028	0.021
Si	9.452	-6.769	2.608	-0.026	0.023	-0.014
Si	6.679	-4.034	2.601	0.001	0.025	0.039
Si	-6.803	-1.312	2.825	-0.009	0.007	0.036
Si	-3.968	1.36	2.843	-0.009	-0.023	0.025
Si	-1.358	4.055	2.72	0.025	-0.027	-0.001
Si	-4.22	6.823	2.839	-0.032	0.005	0.013
Si	-1.321	-6.848	2.627	0.009	-0.01	0.003
Si	-4.047	-4.12	2.649	0.013	-0.008	-0.013
Si	-1.35	-1.47	2.799	0.035	0.005	0.03
Si	-0.03	-0.016	4.128	0.025	0.025	-0.025
Si	2.692	2.786	4.127	0	0	-0.038
Si	0.028	5.453	4.016	-0.008	0.008	-0.023
Si	2.711	8.116	4.032	0.012	-0.003	-0.001
Si	0.004	-5.497	4.071	-0.011	-0.036	-0.03
Si	2.768	-2.702	4.119	-0.001	0.008	0.01
Si	5.46	-0.011	4.061	-0.016	0.007	0
Si	8.154	2.7	4.128	0.026	0.005	0
Si	5.463	5.509	4.098	-0.007	0.002	-0.025
Si	8.2	-8.103	4.102	0.012	-0.023	-0.005
Si	5.421	-5.431	4.04	0.03	0.03	-0.034
Si	8.092	-2.73	4.045	-0.007	-0.001	-0.046
Si	-5.41	0.024	4.153	-0.009	0.005	-0.02
Si	-2.652	2.732	4.172	-0.005	-0.007	0.013
Si	-5.495	5.408	4.167	0.012	-0.01	0.006
Si	-2.734	8.191	4.056	0.001	0.017	-0.046
Si	-5.453	-5.454	3.992	-0.017	0.008	-0.009
Si	-2.74	-2.798	4.111	-0.002	0	-0.007
Si	1.37	-1.369	16.323	-0.008	-0.007	0.006
Si	4.078	1.358	16.258	-0.01	-0.021	-0.012
Si	1.338	4.069	16.301	0.024	-0.017	-0.004
Si	4.054	6.819	16.284	0.007	0.004	-0.003
Si	1.369	-6.78	16.386	0.015	0.007	0.009
Si	4.025	-4.082	16.334	-0.007	-0.009	0.007
Si	6.785	-1.38	16.303	-0.003	-0.005	0.013
Si	-6.787	1.387	16.262	0.014	0.005	-0.007
Si	6.811	4.082	16.258	-0.009	0.006	0.004
Si	-6.788	6.835	16.284	0.005	0.003	-0.009
Si	6.796	-6.825	16.274	0.016	0.008	0.008
Si	-6.808	-4.099	16.315	0.026	0.013	0
Si	-4.052	-1.38	16.343	-0.032	0.01	0.008
Si	-1.364	1.354	16.326	-0.005	0	0.012
Si	-4.047	4.093	16.308	-0.013	0.02	0.007
Si	-1.355	6.804	16.356	0.009	-0.027	0.014
Si	-4.084	9.488	16.335	-0.023	0.025	0.003
Si	-1.354	-4.08	16.356	-0.011	0.021	0.009
Si	2.74	0.019	17.641	0.04	0	0.018
Si	5.459	2.697	17.591	0.004	0.011	-0.019
Si	2.727	5.418	17.621	-0.016	0.011	0.012
Si	5.397	8.193	17.638	-0.009	0.005	0.012
Si	2.716	-5.418	17.795	-0.006	0.02	0.017
Si	5.385	-2.721	17.664	-0.003	0.028	0.049
Si	8.16	0.032	17.588	0.014	0.014	0.009
Si	-5.407	2.721	17.627	-0.005	-0.017	0.026
Si	8.142	5.49	17.586	0.016	-0.01	0.007
Si	-5.449	8.145	17.725	-0.015	-0.045	0.024
Si	8.164	-5.506	17.644	-0.012	-0.008	0.002
Si	-5.445	-2.743	17.673	0.017	-0.03	0.029
Si	-2.675	-0.029	17.715	-0.02	-0.028	0.01
Si	-0.046	2.75	17.685	0.003	0.013	0.011
Si	-2.717	5.446	17.724	-0.017	-0.025	0.003
Si	0.009	-8.159	17.725	-0.013	0.018	0.037
Si	-2.725	-5.473	17.677	0.021	-0.001	0.019
Si	0.028	-2.721	17.714	-0.003	0.03	-0.001
Si	1.358	1.383	18.96	-0.005	-0.013	-0.032
Si	4.122	4.056	18.932	0.018	-0.009	-0.046
Si	1.39	6.743	19.016	0.001	-0.027	-0.046
Si	4.142	-6.781	19.12	0.019	0.028	0.006
Si	1.347	-4.025	19.166	0.018	-0.034	0.029
Si	4.107	-1.276	19.056	0.013	0.019	-0.043
Si	6.812	1.368	18.966	-0.002	-0.009	-0.009
Si	-6.759	4.17	18.885	0.024	0.023	-0.045
Si	6.703	6.774	18.946	-0.038	-0.05	-0.049
Si	-6.867	9.455	19.091	-0.005	0.037	-0.022
Si	6.727	-4.187	18.924	-0.027	-0.002	-0.036
Si	9.514	-1.293	18.939	0.029	-0.023	-0.012
Si	-4.059	1.351	19.018	-0.045	0.038	-0.028
Si	-1.389	4.087	19.123	0.027	-0.025	0
Si	-4.06	6.807	19.105	-0.014	0.017	0.024
Si	-1.351	-6.772	19.092	0.009	-0.003	-0.017
Si	-4.139	-4.185	19.03	-0.025	-0.01	-0.028
Si	-1.294	-1.379	19.112	-0.018	0.031	-0.009
Si	0.099	0.061	20.426	-0.015	-0.046	0.058
Si	2.733	2.75	20.254	-0.02	-0.006	0.013
Si	-0.004	5.464	20.454	-0.012	0.035	0.043
Si	2.811	8.059	20.359	0.019	-0.034	0.04
Si	0	-5.427	20.539	0.007	0.024	0.028
Si	2.742	-2.6	20.458	0.007	0.043	0.015
Si	5.516	0.084	20.447	-0.016	-0.012	0.037
Si	8.185	2.821	20.158	-0.019	0.01	0.031
Si	5.453	5.365	20.342	0.025	0.021	0.062
Si	8.011	8.054	20.355	0.023	0.041	0.073
Si	5.53	-5.448	20.544	0.004	-0.075	0.081
Si	8.038	-2.703	20.083	-0.013	0.054	-0.028
Si	-5.421	0	20.373	0.013	-0.022	0.028
Si	-2.761	2.692	20.467	0.013	0.025	0.09
Si	-5.453	5.426	20.399	-0.016	-0.016	0.051
Si	-2.734	-8.116	20.48	-0.006	0.006	0.03
Si	-5.545	-5.515	20.485	0.004	0.006	0.036
Si	-2.689	-2.855	20.33	0.068	-0.023	-0.009
Si	1.717	-0.939	21.835	-0.249	-0.299	-0.642
Si	3.92	1.328	21.654	0.265	0.085	-0.748
Si	1.634	4.269	21.638	-0.291	-0.116	-0.749
Si	3.915	6.451	21.726	0.166	0.253	-0.665
Si	1.296	-7.069	21.627	-0.001	0.231	-0.764
Si	4.359	-3.731	21.699	0.008	-0.174	-0.795
Si	6.662	-1.622	21.611	-0.003	0.236	-0.733
Si	-6.661	1.656	21.465	0.063	-0.191	-0.725
Si	7.077	4.255	21.634	-0.184	-0.119	-0.79
Si	-7.127	6.529	21.623	0.2	0.02	-0.755
Si	6.953	-6.864	21.933	-0.227	0.051	-0.724
Si	9.537	-3.758	21.453	-0.259	-0.585	-0.638
Si	-4.318	-1.75	21.528	0.318	0.524	-0.663
Si	-1.398	1.266	21.756	0.071	0.211	-0.765
Si	-4.414	3.795	21.748	0.198	0.149	-0.739
Si	-1.047	7.165	21.742	-0.158	-0.256	-0.778
Si	-3.985	-6.653	21.869	-0.166	-0.151	-0.718
Si	-1.732	-4.417	21.844	0.183	0.12	-0.715
Si	5.341	-0.005	-2.001	0.102	0.037	0.077
Si	-6.703	8.077	-4.701	-0.081	0.011	0.143
Si	2.94	-5.525	23.819	0.063	0.032	-0.166
Si	1.72	-1.144	24.911	-0.014	0.101	-0.143
Si	-1.727	7.47	-6.528	-0.07	-0.026	0.072
Si	4.259	-3.149	-6.706	0.011	0.095	0.055
Si	7.11	4.522	-4.882	0.041	0.018	0.074
Si	-6.456	3.037	25.719	-0.029	-0.014	0.009
Si	-7.784	-0.108	23.601	0.079	-0.039	-0.087
Si	-5.53	7.866	23.969	0.035	0.033	-0.08
Si	4.821	-5.407	-4.782	0.113	0.074	-0.022
Si	1.116	-7.44	-6.702	-0.045	-0.087	-0.056
Si	-5.344	1.788	-6.75	-0.119	-0.103	-0.07
Si	-2.782	-2.954	-2.033	0.049	0.113	0.068
Si	-0.054	3.123	23.933	0.077	-0.01	-0.101
Si	-1.477	-3.16	24.732	-0.049	-0.026	-0.065
Si	4.497	5.964	24.635	-0.023	-0.07	-0.099
Si	-1.452	1.719	-2.725	0.033	0.024	0.022
Si	-0.919	6.029	24.486	0.05	-0.012	0.004
Si	1.429	3.717	-4.794	-0.045	0.034	0.08
Si	-7.716	0.335	-5.904	0.056	-0.03	-0.031
Si	-2.78	-0.732	23.69	0.068	-0.059	0.021
Si	-2.373	-4.757	-5.958	0.103	0.087	-0.042
Si	1.663	6.192	25.836	0.063	0.02	-0.004
Si	5.804	-6.164	24.507	0.037	-0.082	-0.078
Si	-7.728	2.985	-1.992	-0.087	0.109	0.127
Si	5.346	6.39	-6.666	-0.077	0.066	-0.009
Si	2.829	8.047	-2.07	0.049	0.093	0.033
Si	-7.456	5.766	-2.882	-0.037	0.033	0.128
Si	-2.226	4.514	-2.054	-0.106	0.13	0.195
Si	7.449	-6.342	-3.203	-0.025	-0.081	0.074
Si	-1.071	5.257	-4.46	0.008	0.063	0.031
Si	3.532	-8.019	-5.168	-0.07	-0.02	0.031
Si	2.574	-4.168	-2.926	-0.028	-0.018	0.08
Si	7.179	1.548	25.77	0.017	0.04	-0.083
Si	-6.257	-2.212	-4.936	0.08	0.019	-0.036
Si	-8.155	-4.935	23.685	0.013	0.074	-0.114
Si	-7.019	4.102	-6.939	-0.084	-0.024	0.069
Si	-3.728	-7.041	-4.828	-0.008	-0.123	-0.117
Si	0.428	-4.946	-4.872	-0.034	0.028	0.125
Si	-3.1	-1.945	-4.989	-0.116	-0.039	0.054
Si	1.179	5.49	-2.583	0.003	-0.088	-0.056
Si	1.296	0.734	-4.017	0.001	0.042	-0.013
Si	-6.694	-4.32	-2.792	-0.037	-0.004	-0.01
Si	-4.27	-5.743	-2.447	-0.006	0.003	0.002
Si	2.31	-0.896	-6.381	0.067	-0.068	0.016
Si	-4.602	4.985	24.552	-0.056	-0.064	-0.065
Si	-5.198	0.253	24.962	-0.095	-0.055	-0.075
Si	-6.521	-4.431	26.19	0.006	0.049	-0.116
Si	-2.567	1.062	-5.405	0.04	-0.075	0.032
Si	5.279	3.069	23.914	0.097	0.076	-0.09
Si	6.767	1.758	-4.069	-0.044	0.066	0.123
Si	2.779	-1.338	-2.4	-0.083	0.084	-0.009
Si	1.388	-3.885	25.774	0.011	0.112	-0.017
Si	1.375	-1.354	5.456	-0.003	-0.011	-0.003
Si	4.075	1.364	5.414	0.002	-0.017	-0.024
Si	1.347	4.133	5.47	-0.008	-0.005	0.002
Si	4.068	6.815	5.45	0.002	-0.002	0.005
Si	1.375	9.485	5.42	0.009	0.014	0.005
Si	4.096	-4.092	5.454	0.003	0.013	0
Si	6.794	-1.363	5.448	-0.001	0.001	-0.007
Si	9.524	1.363	5.492	0.008	-0.004	0.007
Si	6.798	4.102	5.447	0.008	0.021	-0.01
Si	9.499	6.816	5.484	0.003	0.012	0.009
Si	6.796	-6.763	5.426	-0.003	-0.009	-0.008
Si	9.5	-4.09	5.375	0.008	-0.006	-0.021
Si	-4.074	-1.393	5.464	0.016	0.025	0.001
Si	-1.349	1.338	5.517	0.018	0.008	0.01
Si	-4.071	4.08	5.484	-0.015	-0.015	-0.005
Si	-1.361	6.802	5.388	0.021	-0.023	-0.022
Si	-4.095	-6.78	5.413	-0.013	0.006	-0.006
Si	-1.357	-4.137	5.446	-0.007	-0.001	0.001
Si	2.731	0.012	6.806	-0.006	0.001	-0.002
Si	5.434	2.721	6.788	0.001	0.006	-0.007
Si	2.723	5.461	6.826	-0.005	-0.004	0.003
Si	5.432	-8.131	6.787	-0.025	0.01	0.005
Si	2.715	-5.453	6.788	-0.004	0.001	0.006
Si	5.445	-2.723	6.811	0.007	-0.016	0
Si	8.158	-0.014	6.817	0.01	-0.012	0.005
Si	10.884	2.724	6.838	-0.002	-0.002	0
Si	8.138	5.455	6.828	0	0.01	0.004
Si	10.894	-8.149	6.8	0.009	-0.033	0.006
Si	8.17	-5.43	6.787	-0.003	0.002	-0.001
Si	10.853	-2.745	6.783	-0.011	0.011	-0.007
Si	-2.728	-0.026	6.836	-0.004	0.002	-0.001
Si	0.014	2.735	6.826	0.009	-0.016	0
Si	-2.7	5.457	6.798	-0.011	-0.005	0.003
Si	-0.002	8.143	6.778	0.009	0.011	-0.008
Si	-2.739	-5.452	6.809	-0.006	0.002	0.003
Si	0.002	-2.74	6.786	0.005	0.006	-0.003
Si	1.374	1.368	8.172	0.011	0.016	0.005
Si	4.081	4.078	8.161	-0.017	-0.004	0.005
Si	1.352	6.811	8.169	0.005	-0.013	0.012
Si	4.076	-6.791	8.161	0.009	0.003	0.002
Si	1.357	-4.092	8.151	0.005	-0.007	-0.003
Si	4.081	-1.361	8.162	-0.005	-0.002	0.006
Si	6.795	1.361	8.156	0.001	-0.003	-0.01
Si	9.516	4.094	8.174	0.013	0.008	-0.002
Si	6.776	6.82	8.165	-0.003	-0.021	-0.001
Si	9.523	-6.793	8.153	0.002	0.007	-0.003
Si	6.813	-4.078	8.16	0.011	0.019	0.01
Si	9.519	-1.376	8.164	-0.007	0.001	0.005
Si	-4.084	1.346	8.183	-0.011	-0.012	0.006
Si	-1.359	4.088	8.169	0.001	-0.003	0
Si	-4.067	6.81	8.158	0.009	0.021	-0.001
Si	-1.362	-6.815	8.146	-0.011	-0.009	0.006
Si	-4.096	-4.084	8.158	0.001	-0.003	-0.001
Si	-1.351	-1.383	8.167	-0.006	0.004	-0.001
Si	0.005	-0.005	9.515	0.007	-0.006	-0.002
Si	2.725	2.726	9.531	0.014	-0.012	0.006
Si	0	5.446	9.529	0.007	-0.002	0.002
Si	2.714	-8.149	9.521	-0.01	0.01	0.001
Si	-0.007	-5.448	9.511	0.001	0.015	-0.007
Si	2.715	-2.726	9.51	-0.006	0.008	-0.003
Si	5.44	0	9.521	0.004	0.003	0.001
Si	8.157	2.718	9.518	-0.009	-0.003	-0.002
Si	5.43	5.446	9.523	0.001	0.012	-0.001
Si	8.157	-8.149	9.512	0.003	-0.002	0
Si	5.442	-5.435	9.514	-0.01	-0.006	0
Si	8.162	-2.724	9.529	0.017	-0.004	0.001
Si	-5.443	-0.017	9.53	0.004	0.003	0.001
Si	-2.718	2.718	9.521	-0.005	0.006	-0.005
Si	-5.431	5.451	9.518	-0.005	-0.009	0.005
Si	-2.713	-8.159	9.525	0.005	-0.021	0.002
Si	-5.442	-5.442	9.527	0	0.003	0.006
Si	-2.726	-2.732	9.521	-0.014	0.005	0.003
Si	1.357	-1.37	10.874	0.008	-0.004	0
Si	4.08	1.358	10.882	-0.007	0.004	0.001
Si	1.36	4.086	10.885	-0.001	-0.004	0.003
Si	4.069	-9.512	10.88	-0.015	-0.017	0.004
Si	1.352	-6.796	10.882	0.005	-0.002	0.001
Si	4.075	-4.081	10.872	0.009	0.006	-0.003
Si	6.801	-1.361	10.881	0.011	-0.003	0.001
Si	9.518	1.355	10.878	0	-0.009	-0.001
Si	6.797	4.081	10.873	0.009	0.003	-0.004
Si	9.524	-9.507	10.868	0	-0.001	-0.006
Si	6.797	-6.795	10.876	0.002	0.006	-0.003
Si	9.521	-4.081	10.888	-0.013	0.014	0
Si	-4.076	-1.37	10.889	-0.004	0.007	0.004
Si	-1.356	1.356	10.875	-0.005	0.004	-0.002
Si	-4.076	4.08	10.874	0.002	-0.007	-0.004
Si	-1.36	6.803	10.888	-0.005	0.007	0
Si	-4.072	-6.797	10.883	0.006	-0.002	0.002
Si	-1.366	-4.092	10.879	-0.006	-0.004	-0.001
Si	2.716	-0.01	12.231	-0.008	-0.003	0.003
Si	5.436	2.723	12.235	0	-0.009	0.005
Si	2.707	5.456	12.244	0.01	0.006	0.002
Si	5.433	-8.152	12.235	0.006	0.002	-0.001
Si	2.713	-5.436	12.236	-0.007	0.007	-0.007
Si	5.434	-2.724	12.231	-0.008	0.003	-0.003
Si	8.168	-0.009	12.24	-0.005	0.008	0
Si	10.888	2.715	12.23	-0.008	0.003	-0.001
Si	8.166	5.445	12.216	0.006	-0.004	-0.003
Si	10.886	-8.157	12.235	-0.002	0.002	-0.002
Si	8.152	-5.436	12.239	0.015	0.004	0.003
Si	10.888	-2.731	12.253	0.001	-0.006	0.002
Si	-2.712	-0.004	12.24	0.002	0	0.002
Si	0	2.718	12.235	0.014	0	-0.004
Si	-2.717	5.435	12.238	-0.011	-0.006	-0.002
Si	-0.009	8.17	12.248	0	-0.016	0.004
Si	-2.713	-5.448	12.257	-0.004	0.009	0.002
Si	-0.008	-2.726	12.235	-0.002	0	-0.012
Si	1.352	1.347	13.587	0.006	-0.002	-0.004
Si	4.068	4.088	13.587	-0.012	0.01	0.007
Si	1.346	6.817	13.608	-0.008	0.009	0.001
Si	4.071	-6.79	13.599	-0.011	0.006	0.001
Si	1.341	-4.09	13.598	0.007	0.01	-0.008
Si	4.069	-1.375	13.588	0.016	-0.01	-0.006
Si	6.8	1.354	13.58	0.014	-0.003	0.007
Si	9.537	4.096	13.572	-0.011	-0.002	-0.008
Si	6.801	-9.522	13.572	0.012	-0.016	-0.006
Si	9.529	-6.787	13.583	-0.011	-0.003	-0.009
Si	6.784	-4.084	13.599	-0.004	0.012	-0.006
Si	9.528	-1.369	13.608	0.005	-0.003	0.004
Si	-4.074	1.355	13.596	-0.004	0.008	-0.004
Si	-1.354	4.08	13.598	0.004	-0.01	-0.006
Si	-4.073	6.798	13.593	0.002	-0.011	-0.007
Si	-1.358	9.518	13.633	0.004	0.004	0.008
Si	-4.069	-4.089	13.617	-0.003	0.005	0.006
Si	-1.354	-1.363	13.605	-0.008	0.005	0.004
Si	0.005	-0.003	14.97	0.022	0.002	-0.003
Si	2.701	2.72	14.931	-0.005	-0.006	-0.007
Si	-0.012	5.451	14.965	0.005	0.005	0.003
Si	2.695	8.193	14.962	0	-0.015	-0.002
Si	0.007	-5.439	14.998	-0.002	0.003	0.001
Si	2.699	-2.732	14.945	-0.01	0.005	-0.007
Si	5.44	-0.018	14.929	-0.017	0.01	0.005
Si	8.173	2.733	14.903	0.011	0.003	-0.003
Si	5.431	5.454	14.935	0.004	0.001	0.01
Si	8.165	-8.157	14.913	0.014	0.009	-0.007
Si	5.417	-5.429	14.971	0.008	-0.002	0.006
Si	8.154	-2.736	14.953	0.005	-0.012	0
Si	-5.415	-0.016	14.964	0	0	0.009
Si	-2.709	2.716	14.951	-0.008	-0.006	0.002
Si	-5.428	5.445	14.953	-0.004	-0.008	0.003
Si	-2.722	8.14	14.975	-0.015	-0.012	-0.006
Si	-5.431	-5.455	14.97	-0.01	0.009	0.003
Si	-2.701	-2.728	14.972	0.003	0.004	-0.003
O	-0.139	0.99	-3.328	0.125	-0.063	-0.13
O	-0.939	4.423	24.27	-0.498	-0.065	-0.047
O	4.443	4.353	24.432	-0.718	-0.251	-0.006
O	3.008	-4.208	-1.354	-0.334	0.022	0.004
O	5.258	-5.429	-0.562	0.02	0.079	-0.221
O	-5.367	-0.029	-0.391	0.114	0.061	-0.295
O	2.08	-7.039	-1.331	0.093	0.203	-0.219
O	-8.024	-6.132	22.575	0.744	-0.009	-0.326
O	-2.813	8.017	-0.434	0.123	-0.029	-0.547
O	-5.579	-2.724	21.61	-0.166	0.016	0.283
O	3.517	-4.267	22.989	-0.23	0.345	0.306
O	-5.546	2.668	22.104	0.064	0.263	0.287
O	3.18	6.528	25.4	0.044	0.276	0.215
O	-0.18	-3.54	25.612	-0.167	-0.078	0.388
O	1.219	3.553	23.038	0.307	0.192	0.139
O	-3.559	-4.353	-2.108	-0.139	-0.214	-0.112
O	-4.618	-7.324	23.233	-0.162	0.244	0.081
O	-3.927	1.466	-6.129	0.133	-0.081	-0.069
O	2.716	5.4	22.079	-0.125	0.223	0.615
O	7.22	0.935	-5.374	-0.408	-0.123	-0.416
O	-5.449	5.392	-0.305	-0.109	-0.107	-0.192
O	-0.307	8.148	-6.875	0.068	0.178	-0.259
O	7.417	5.492	-3.603	-0.574	0.098	0.068
O	-0.895	2.064	23.075	-0.078	-0.123	0.369
O	1.803	2.163	-4.576	0.441	-0.163	0.073
O	1.593	4.62	26.111	-0.022	0.035	-0.198
O	8.155	5.376	22.145	-0.003	0.058	0.355
O	-7.171	7.935	-6.242	-0.392	0.261	-0.087
O	0.82	-3.664	-5.77	0.007	0.709	0.367
O	-1.416	1.87	-6.208	0.328	0.23	0.178
O	-4.993	-4.975	26.151	0.16	-0.427	-0.074
O	4.204	-6.109	24.636	-0.154	-0.059	0.21
O	-4.639	6.589	24.397	0.341	0.296	0.364
O	-1.233	-3.759	23.246	0.304	-0.028	0.019
O	1.215	-1.245	23.374	-0.279	-0.168	0.407
O	-3.701	-5.586	-5.55	-0.538	0.302	-0.188
O	8.15	-4.895	-3.034	-0.196	0.422	-0.31
O	7.648	-1.21	22.842	-0.015	-0.379	0.334
O	-2.146	-0.044	22.379	-0.389	-0.114	-0.243
O	4.595	6.717	23.195	0.575	0.594	0.251
O	-6.47	1.33	-5.684	0.223	0.372	0.699
O	7.717	0.298	24.912	-0.14	-0.406	0.302
O	2.29	-2.604	25.337	0.684	0.083	0.131
O	-7.803	4.009	-5.525	0.251	-0.317	0.263
O	8.115	-2.595	-0.385	0.072	-0.223	-0.326
O	1.829	6.809	-1.991	-0.237	-0.053	0.444
O	5.542	5.421	-0.475	0.108	0.2	-0.299
O	-3.836	-1.786	23.088	-0.25	-0.428	0.441
O	3.624	-1.81	-5.983	0.152	0.174	0.435
O	-6.517	-2.816	26.01	-0.374	0.267	-0.418
O	2.689	2.712	-0.413	0.071	0.008	-0.339
O	6.668	-0.603	-1.304	0.126	0.311	-0.28
O	-6.787	2.058	-1.099	0.037	-0.136	-0.399
O	-7.451	-3.711	22.952	-0.173	0.653	0.196
O	-0.089	6.051	-3.432	-0.053	0.716	0.072
O	6.513	3.564	22.991	0.17	-0.07	0.317
O	2.878	0.168	22.115	0.236	-0.217	0.055
O	-6.645	7.349	22.932	-0.271	0.525	0.187
O	3.791	-4.908	-3.657	0.022	0.027	0.257
O	0.101	-5.421	-0.51	0.114	-0.03	-0.285
O	-6.59	6.641	-3.936	0.424	-0.103	0.041
O	-1.389	-3.331	-1.288	0.116	0.456	-0.385
O	0.95	4.533	-1.301	-0.426	0.097	-0.077
O	-3.617	-1.877	-1.169	-0.012	0.136	-0.451
O	0.068	-0.112	-0.263	0.007	0.231	-0.506
O	5.114	-4.111	-5.717	0.412	0.16	-0.105
O	2.291	0.115	-2.908	0.302	0.21	0.399
O	-4.711	-1.73	-5.001	0.099	-0.011	-0.192
O	6.153	-7.261	23.336	-0.32	-0.431	0.086
O	-7.374	-5.19	25.063	0.179	-0.486	0.24
O	-3.681	4.616	25.819	-0.192	-0.598	0.106
O	6.393	-6.371	26.009	0.479	-0.593	-0.032
O	-0.195	3.925	-4.805	-0.388	-0.211	-0.386
O	4.648	7.18	-5.452	0.257	-0.311	0.265
O	-7.458	6.593	-1.466	-0.123	0.118	-0.262
O	-3.665	0.37	24.459	0.266	0.401	0.016
O	-7.663	1.195	22.659	-0.514	0.584	0.069
O	2.217	7.892	-6.026	0.037	-0.569	-0.164
O	-4.687	-6.525	-1.109	-0.642	0.242	-0.091
O	-1.931	1.029	-1.343	-0.609	-0.114	-0.154
O	5.806	6.297	25.522	-0.008	0.278	-0.018
O	-2.868	-5.522	22.29	0.001	-0.061	0.288
O	-2.437	4.989	-3.605	-0.452	0.217	-0.383
O	2.09	-1.644	-0.978	0.148	-0.305	-0.067
O	0.119	-8.076	22.146	0.027	-0.034	0.357
O	7.314	3.539	-1.149	-0.094	-0.013	-0.151
O	-1.207	3.256	-2.247	0.692	-0.111	0.347
O	4.391	-1.272	-2.301	0.095	-0.681	-0.302
O	5.675	0.85	-3.318	-0.191	-0.224	-0.466
O	-1.429	6.047	-5.808	0.01	-0.177	-0.349
O	-1.767	6.386	25.814	-0.186	0.593	0.123
O	2.827	-0.006	25.255	0.515	-0.009	-0.391
O	-2.588	1.572	-3.863	-0.587	0.101	-0.101
O	-3.323	-6.743	-3.288	0.526	-0.215	0.355
O	0.607	6.555	24.662	0.238	0.349	-0.352
O	1.773	-5.12	24.835	-0.315	-0.305	0.094
O	0.482	-0.859	25.922	-0.691	0.017	-0.26
O	-2.4	-0.556	-5.447	0.24	-0.127	-0.486
O	-1.604	5.761	-1.197	0.104	-0.257	-0.428
O	-1.195	-5.02	-4.856	-0.291	-0.19	0.742
O	2.433	-2.603	-3.338	-0.294	-0.142	-0.611
O	-6.073	4.343	24.838	-0.515	0.185	-0.266
O	-6.904	4.26	-2.575	0.581	-0.237	-0.494
O	-6.292	-7.924	25.295	-0.192	0.494	-0.175
O	-8.043	2.738	25.744	-0.198	0.583	-0.235
O	-2.703	-3.166	-5.996	-0.058	0.15	-0.564
O	8.064	2.003	-3.147	0.565	-0.386	-0.221
O	6.33	5.311	-6.023	0.112	0.066	-0.342
O	-5.2	-7.679	-4.824	0.103	0.351	-0.139
O	-3.951	4.375	23.197	0.381	0.133	0.26
O	1.332	-0.389	-5.19	-0.43	-0.243	-0.281
O	0.429	2.431	25.309	-0.234	-0.62	0.04
O	2.018	4.249	-6.189	0.533	0.489	-0.081
O	-7.322	-1.013	-5.108	-0.064	-0.242	0.308
O	2.259	-6.616	22.861	0.213	-0.072	0.06
O	-2.765	-3.765	25.481	-0.19	-0.094	-0.245
O	7.062	-6.905	-1.714	0.09	-0.533	-0.202
O	3.212	-7.92	-3.586	0.065	0.156	-0.092
O	-2.564	-2.336	-3.505	0.275	0.067	-0.093
O	-2.616	-7.986	-5.496	0.304	-0.12	0.456
O	6.216	3.232	-4.458	-0.346	-0.137	0.002
O	4.142	7.54	-1.278	0.204	0.409	-0.362
O	2.829	0.452	-7.078	0.374	0.318	0.386
O	5.827	2.193	25.16	-0.397	-0.08	0.322
O	1.157	-4.837	-3.418	-0.156	-0.214	0.228
O	4.101	-6.577	-5.642	-0.178	0.129	-0.64
O	6.14	-6.063	-4.111	-0.03	0.045	0.102
O	4.566	0.982	-1.009	0.234	0.101	-0.22
O	-6.518	-2.899	-3.511	0.167	0.459	0.098
O	4.351	2.111	23.009	-0.105	0.066	0.435
O	-5.577	3.374	-6.92	0.41	0.395	-0.202
O	-1.732	-1.558	24.584	0.515	0.32	0.516
O	-5.598	-5.391	-3.306	-0.059	-0.362	-0.593
O	6.566	-4.803	23.985	-0.367	0.558	-0.22
O	-1.618	6.682	23.19	-0.644	-0.152	0.249
O	5.49	-2.63	22.174	0.048	-0.209	0.613
O	0.974	-6.238	-5.65	0.351	-0.271	-0.006
O	-6.254	-0.519	23.976	0.179	-0.726	-0.456
O	-5.698	1.76	25.121	0.108	0.111	-0.235
O	2.081	4.632	-3.624	0.471	0.066	0.008
O	-6.583	-3.264	-6.129	-0.318	-0.584	0.095
O	-7.823	-7.353	-3.926	-0.057	-0.04	0.087
O	-3.537	3.961	-1.284	-0.088	-0.531	-0.399
O	-6.374	-4.173	-1.224	0.527	-0.033	-0.05

Results
total energy: -101653.357 eV
total energy less fixed offsets of O -438.25, Si -107.07 eV per atom: -0.157 eV
